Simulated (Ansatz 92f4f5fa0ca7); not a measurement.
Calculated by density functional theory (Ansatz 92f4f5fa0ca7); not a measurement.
Periodic cell of 444 atoms, Si256O116H72, with a vacuum gap, from a study of silicon, its oxide and their interface. The atomic structure is a simulated model.

Settings
functional: r2SCAN
potential files: Ansatz PAW
basis: plane waves
wave-function cutoff: 800 eV
density cutoff ratio: 5
exchange-correlation grid ratio: 1
k mesh: 1 x 1 x 1, Gamma-centred
self-consistency stop: 2e-11 eV per atom in the density residual
occupations: fixed
spin: none
net charge: 0
applied field: sawtooth along c, amplitude -0.015 V/angstrom in the program's sign convention, ramp centred at 0.9865 of c and 0.0269 of c wide, no dipole correction

Cell vectors (angstrom)
a 16.332 0 0
b 0 16.332 0
c 0 0 37.109

Atoms and the computed forces on them: element, x, y, z (angstrom), force x, y, z (eV/angstrom)
Si 1.426 -1.002 21.752 -0.005 -0.008 -0.06
Si 3.395 1.384 21.824 0.001 0.002 -0.037
Si -1.429 3.936 24.51 -0.005 0.006 0.004
Si 3.828 8.224 22.11 -0.012 0.005 -0.037
Si -0.169 11.657 22.834 -0.008 -0.001 -0.044
Si 2.824 14.055 23.121 0.016 -0.015 -0.022
Si 7.263 -3.715 20.849 -0.011 -0.011 -0.057
Si 7.265 1.047 22.788 0.003 0.005 -0.032
Si 4.558 6.111 23.823 0.006 0.009 -0.017
Si 9.86 10.994 23.171 0.024 0 -0.028
Si 8.224 12.735 22.969 0.005 -0.001 0.008
Si 11.881 14.307 21.32 0.012 -0.015 -0.052
Si 9.295 -1.406 22.935 0.012 -0.005 -0.03
Si 18.1 6.274 20.745 0.005 0.012 -0.07
Si 10.283 5.345 23.57 -0.003 -0.005 -0.031
Si 11.891 6.509 24.845 0.003 0.005 0.014
Si 12.331 12.329 24.73 0 -0.011 -0.013
Si 13.791 13.703 23.523 -0.003 0.014 -0.015
Si 1.231 1.357 24.718 0.015 -0.001 0
Si 4.016 3.984 24.701 -0.011 0.001 -0.01
Si 1.627 6.377 24.859 0.007 -0.012 0.003
Si 4.343 9.871 24.686 -0.024 -0.015 -0.009
Si 1.495 12.472 24.343 -0.01 -0.003 0.009
Si 4.189 15.191 24.634 0.012 0.015 0.008
Si 7.553 1.959 24.905 -0.004 -0.013 0.012
Si 9.198 3.763 24.976 0.001 0.012 0.018
Si 6.598 6.755 24.822 -0.003 -0.004 -0.011
Si 8.064 10.816 26.114 -0.001 -0.022 0.019
Si 6.647 12.037 24.677 -0.008 0.002 -0.006
Si 10.238 15.577 24.962 -0.011 -0.006 0.013
Si 13.406 2.142 23.618 -0.026 -0.016 -0.011
Si 11.969 1.008 25.131 0.02 0.013 -0.004
Si 15.085 9.298 24.625 -0.012 0 -0.018
Si 12.984 7.614 23.155 0.007 0.014 -0.053
Si 12.623 11.857 20.151 0.006 0 -0.053
Si 14.886 15.058 25.038 0.003 -0.003 -0.003
Si -0.1 2.714 26.104 0.006 -0.003 0.007
Si 2.718 0.056 26.027 -0.014 -0.011 0.01
Si 0.245 8.056 25.952 0.015 0.006 0.004
Si 2.795 5.169 26.4 -0.005 0.04 -0.028
Si 0.129 13.636 25.996 -0.009 0.004 0.006
Si 2.718 11.044 25.888 0.016 -0.015 0.001
Si 5.582 2.766 25.991 -0.011 0.015 0.008
Si 8.412 0.154 26.172 0.016 0.009 -0.002
Si 5.42 8.281 26.137 0.014 -0.004 0.004
Si 8.048 5.438 26.2 -0.021 0.014 0
Si 5.506 13.703 25.934 -0.011 -0.012 0.014
Si 9.204 9.334 24.663 0.013 -0.003 -0.002
Si 10.867 2.719 26.298 -0.005 -0.021 -0.01
Si 13.543 -0.044 26.467 -0.018 -0.014 -0.021
Si 10.772 8.175 26.045 -0.012 0.011 0.007
Si 13.638 5.375 25.971 0.009 -0.008 0.01
Si 11.026 13.688 26.162 0.015 0.01 0.005
Si 13.666 10.773 25.945 -0.002 0.017 0
Si 1.276 3.937 27.601 0.008 0.009 0.018
Si 4.138 1.402 27.347 -0.004 -0.009 0.025
Si 1.466 9.552 27.315 0.004 0.013 0.019
Si 4.096 6.821 27.5 0.012 0.006 0.008
Si 1.421 14.992 27.433 0.005 0.002 0.005
Si 4.087 12.358 27.331 -0.006 -0.009 0.027
Si 6.726 4.108 27.564 0.038 0.007 0.021
Si 9.585 1.407 27.724 -0.007 -0.014 0.012
Si 6.762 9.552 27.576 -0.022 -0.025 0.008
Si 9.471 6.83 27.47 0.008 -0.031 0.021
Si 6.9 15.031 27.317 0.005 0.034 0.019
Si 9.52 12.261 27.339 0.007 0.007 0.019
Si 12.33 4.099 27.485 -0.018 0.012 0.029
Si 14.967 1.404 27.586 -0.014 -0.008 0.033
Si 12.247 9.504 27.346 0.013 -0.017 0.009
Si 15.04 6.777 27.3 -0.014 0.005 0.025
Si 12.266 14.874 27.742 0.009 0.028 0.003
Si 15.054 12.189 27.309 -0.021 0.009 0.018
Si 0.054 0.01 28.834 0.072 -0.07 0.206
Si 2.762 2.647 28.846 0.01 0.005 0.242
Si -0.04 5.446 28.826 -0.01 0.009 0.227
Si 2.724 8.205 28.805 -0.026 -0.006 0.187
Si 0.055 10.854 28.71 0.005 -0.003 0.177
Si 2.763 13.63 28.793 -0.037 0.028 0.167
Si 5.478 0.011 28.712 0.005 -0.054 0.222
Si 8.115 2.755 28.92 -0.023 0.013 0.195
Si 5.417 5.488 28.91 -0.018 0.006 0.228
Si 8.146 8.162 28.874 -0.02 0.064 0.214
Si 5.368 10.965 28.803 0.026 -0.01 0.183
Si 8.174 13.63 28.727 0.023 -0.053 0.248
Si 10.92 -0.011 29.012 0.03 -0.031 0.226
Si 13.618 2.763 28.93 0.023 0.006 0.264
Si 10.899 5.466 28.793 -0.035 0.049 0.177
Si 13.647 8.138 28.687 -0.023 0.031 0.171
Si 10.89 10.88 28.707 0.01 -0.029 0.239
Si 13.73 13.481 28.852 0.011 -0.034 0.2
Si 1.415 1.338 30.236 0.104 -0.343 0.317
Si 4.047 4.081 30.207 -0.009 0.138 0.314
Si 1.334 6.825 30.159 0.036 0.147 0.082
Si 4.051 9.566 30.195 0.03 0.069 0.154
Si 1.39 12.227 30.121 0.009 0.043 -0.017
Si 4.126 14.997 30.129 -0.006 -0.084 0.067
Si 6.755 1.34 30.195 0.111 0.171 0.29
Si 9.522 4.123 30.192 0.016 0.039 0.318
Si 6.804 6.821 30.25 -0.051 -0.022 0.47
Si 9.565 9.534 30.145 -0.172 0.016 0.203
Si 6.795 12.301 30.121 -0.143 -0.025 0.14
Si 9.473 14.948 30.205 0.192 0.006 0.499
Si 12.287 1.391 30.293 -0.067 -0.17 0.57
Si 14.978 4.123 30.276 -0.058 0.061 0.279
Si 12.296 6.821 30.127 -0.079 -0.046 0.062
Si 14.997 9.509 30.075 0.037 -0.022 -0.008
Si 12.252 12.166 30.13 0.326 0.004 0.336
Si 15.027 14.953 30.165 0.114 -0.256 0.325
Si 0.053 2.747 6.99 -0.151 -0.035 -0.056
Si 2.764 -0.028 6.943 -0.179 0.143 -0.353
Si -0.008 8.198 6.915 0.079 0.035 -0.1
Si 2.675 5.435 6.933 0.195 -0.03 -0.224
Si 0.05 13.598 6.888 -0.207 0.056 -0.387
Si 2.692 10.898 6.976 0.075 0.02 -0.036
Si 5.413 2.708 6.95 0.139 0.038 -0.275
Si 8.118 -0.012 6.956 0.144 0.142 -0.263
Si 5.411 8.189 6.945 0.005 -0.135 -0.307
Si 8.167 5.451 6.971 -0.122 -0.032 -0.38
Si 5.47 13.659 6.911 -0.118 -0.107 -0.195
Si 8.153 10.889 6.845 0.005 -0.125 -0.302
Si 10.861 2.763 6.962 -0.007 -0.003 -0.394
Si 13.674 -0.015 6.949 -0.16 0.073 -0.354
Si 10.939 8.161 6.903 -0.075 -0.18 -0.114
Si 13.61 5.513 6.986 0.009 -0.061 -0.137
Si 10.871 13.559 6.855 -0.067 0.208 -0.456
Si 13.602 10.808 6.863 0.03 0.278 -0.317
Si 1.375 4.124 8.412 0.006 -0.034 -0.225
Si 4.082 1.338 8.322 0.005 -0.001 -0.219
Si 1.326 9.515 8.355 0.061 -0.051 -0.172
Si 4.052 6.773 8.272 0.027 -0.025 -0.194
Si 1.382 14.961 8.281 -0.084 0.119 -0.23
Si 4.097 12.308 8.263 0.009 -0.014 -0.168
Si 6.785 4.07 8.303 -0.045 0.046 -0.195
Si 9.483 1.38 8.285 -0.011 -0.018 -0.197
Si 6.792 9.565 8.253 0.015 -0.005 -0.223
Si 9.549 6.818 8.275 0.021 0.02 -0.208
Si 6.793 14.977 8.356 0.019 -0.016 -0.219
Si 9.512 12.211 8.222 -0.034 0.033 -0.252
Si 12.195 4.164 8.299 0.063 -0.049 -0.204
Si 15.037 1.345 8.329 -0.06 0.088 -0.202
Si 12.315 9.459 8.312 -0.054 0.03 -0.245
Si 14.995 6.884 8.348 0.051 -0.079 -0.196
Si 12.211 14.947 8.186 -0.017 0.04 -0.228
Si 14.934 12.248 8.147 0 -0.01 -0.189
Si 0.031 -0.07 9.723 -0.018 -0.032 -0.02
Si 2.712 2.638 9.713 0.006 0.018 -0.018
Si 0.056 5.606 9.754 -0.006 0.006 -0.018
Si 2.758 8.109 9.693 0.002 0.013 -0.014
Si -0.122 10.948 9.585 0.006 0.019 -0.025
Si 2.78 13.693 9.642 0.016 -0.033 -0.03
Si 5.47 0.057 9.729 -0.013 -0.003 -0.024
Si 8.175 2.769 9.681 0.015 0.006 -0.023
Si 5.36 5.376 9.655 0.006 0.007 -0.012
Si 8.131 8.152 9.575 -0.024 -0.03 -0.017
Si 5.453 10.949 9.618 -0.01 0.006 -0.018
Si 8.153 13.523 9.635 -0.007 -0.007 -0.015
Si 10.851 -0.045 9.551 0.006 -0.002 -0.012
Si 13.606 2.783 9.539 -0.001 -0.017 0.009
Si 10.858 5.505 9.734 -0.023 -0.014 -0.034
Si 13.67 8.181 9.812 0.022 0.001 -0.037
Si 10.878 10.837 9.541 0.003 0.012 -0.017
Si 13.552 13.575 9.505 0.006 0.005 -0.016
Si 1.393 1.281 11.145 -0.01 0.004 -0.008
Si 4.075 3.947 11.093 0 0.017 -0.006
Si 1.461 6.888 11.287 0.018 -0.011 -0.016
Si 4.12 9.562 10.945 -0.001 -0.009 0.01
Si 1.339 12.291 10.815 -0.009 -0.004 0.02
Si 4.112 15.042 11.089 -0.006 -0.006 -0.01
Si 6.841 1.456 11.081 0.015 0.002 -0.012
Si 9.485 4.134 11.104 0.003 -0.001 -0.001
Si 6.738 6.78 10.916 -0.017 0.01 0.013
Si 9.493 9.523 10.89 -0.015 -0.003 -0.005
Si 6.767 12.24 11.084 0.002 -0.01 -0.016
Si 9.518 14.888 10.937 0.004 0.012 -0.001
Si 12.223 1.379 10.799 0.001 -0.004 0.007
Si 16.212 2.773 12.154 -0.009 0.013 0.005
Si 12.213 6.833 11.146 -0.015 -0.006 -0.01
Si 14.981 9.66 11.169 0.022 0.007 -0.009
Si 12.236 12.205 10.865 0.003 0.007 0.004
Si 14.852 14.873 10.934 0.001 0.002 0.013
Si -1.425 4.211 10.896 0.005 -0.015 0.003
Si 2.929 0.12 12.617 -0.002 -0.001 -0.009
Si 2.266 9.181 16.781 0.004 -0.003 -0.059
Si 4.407 5.928 13.887 -0.006 0.012 -0.029
Si -0.064 13.525 12.232 -0.005 0.002 -0.022
Si 2.396 10.661 12.098 0.021 0.023 0
Si 6.858 4.077 16.285 0.01 -0.006 -0.051
Si 8.131 -0.102 12.244 -0.004 -0.013 0.003
Si 5.546 8.258 12.324 0.004 0.004 -0.019
Si 8.031 5.503 12.42 0.013 0.01 -0.013
Si 6.576 15.223 13.714 0.005 0.009 -0.036
Si 8.112 10.751 12.337 0.011 0.011 0.009
Si 12.717 3.348 13.541 0.008 -0.015 -0.002
Si 13.589 0.086 12.174 -0.014 0.003 0.001
Si 10.781 8.263 12.386 -0.007 0.012 0.004
Si 13.474 5.317 12.453 0.025 -0.006 -0.015
Si 9.761 11.777 13.544 0.009 -0.013 -0.021
Si 13.351 10.907 12.482 -0.01 0.007 -0.018
Si 0.993 3.991 13.766 0.005 -0.006 -0.034
Si 4.484 1.262 14.012 0.015 0.001 -0.028
Si 0.618 8.936 12.372 -0.01 -0.003 0.003
Si 2.679 5.154 12.545 -0.005 0 0.007
Si 1.921 14.841 13.964 -0.006 -0.015 -0.033
Si 3.598 12.187 13.468 -0.018 -0.015 -0.03
Si 5.56 2.804 12.596 -0.013 -0.006 -0.007
Si 9.766 0.992 13.484 0.013 0.01 -0.036
Si 7.317 8.986 13.667 0.003 -0.02 0.003
Si 9.012 7.294 13.515 -0.014 0.01 -0.014
Si 5.338 13.554 12.448 0.002 -0.001 0.001
Si 10.793 13.388 12.232 -0.011 -0.01 -0.009
Si 10.89 2.635 12.26 -0.002 -0.013 0.008
Si 14.543 1.818 13.405 -0.008 0.003 -0.024
Si 14.665 11.748 14.221 0.02 0 -0.009
Si 15.266 6.197 14.8 0.013 -0.003 -0.04
Si 12.257 15.5 13.792 0.004 0.009 -0.044
Si 11.511 10.075 13.711 -0.014 0.016 -0.016
Si -0.883 37.423 17.319 0.003 -0.011 -0.059
Si 17.649 -18.99 19.031 0.003 0 -0.064
Si -7.024 8.464 17.905 -0.005 0.001 -0.067
Si -4.797 36.169 21.493 0.013 -0.004 -0.064
Si 23.149 8.932 15.998 0.001 0.014 -0.059
Si 20.794 -9.212 16.555 -0.001 -0.004 -0.063
Si -12.418 4.994 18.74 0.008 0.006 -0.058
Si 25.064 13.871 18.461 -0.003 -0.001 -0.069
Si -8.206 -8.664 23.285 -0.025 -0.004 -0.028
Si -7.304 2.021 16.247 0.007 0.021 -0.057
Si 7.514 7.989 20.174 0.006 -0.006 -0.066
Si 11.451 9.402 21.348 0.016 -0.005 -0.059
Si 11.543 3.571 16.442 0.001 -0.001 -0.063
Si -13.963 2.92 23.403 0.002 0.008 0.008
Si 14.432 25.272 18.547 0 -0.008 -0.056
Si 16.316 25.459 14.626 -0.009 -0.005 -0.03
Si 10.445 6.499 16.255 -0.013 -0.004 -0.059
Si -19.988 23.501 20.334 0.007 0.002 -0.065
Si -4.391 8.984 16.653 -0.009 0.003 -0.064
Si 4.916 14.713 21.135 0.006 -0.005 -0.04
Si 7.875 13.193 15.549 -0.006 -0.008 -0.074
Si -12.05 2.478 16.912 0.015 0.011 -0.064
Si 13.015 20.871 19.012 0.012 -0.004 -0.071
Si -0.718 -21.081 19.853 -0.003 -0.005 -0.058
Si 0.725 4.745 23.344 0.023 0.021 -0.032
Si -2.383 -2.057 16.039 0.002 0.009 -0.062
Si 19.883 -4.639 18.126 -0.002 -0.012 -0.062
Si 16.849 -0.783 16.661 -0.006 0.019 -0.059
Si 6.408 4.606 13.916 0.001 0.01 -0.002
Si -25.817 21.364 19.139 -0.01 0.007 -0.047
Si -11.587 -15.596 19.284 0.013 0.017 -0.078
Si -20.801 13.887 18.43 0.009 0.003 -0.06
Si -0.015 18.462 15.902 -0.003 0.009 -0.062
Si 24.922 19.007 20.489 0 0.008 -0.069
Si 21.646 -4.797 15.852 0.011 -0.015 -0.05
Si 16.787 7.143 18.248 0.005 -0.002 -0.058
Si 5.458 -6.232 20.142 -0.011 0 -0.054
Si -0.526 0.23 23.562 -0.017 -0.013 -0.014
Si 21.446 0.061 22.809 -0.003 -0.003 0.006
Si 7.851 33.182 18.611 0.019 0.004 -0.064
O -3.932 -22.356 20.413 -0.011 -0.011 0.034
O -2.148 12.245 20.203 -0.002 0.002 0.018
O -16.218 11.375 21.243 0.007 0.003 0.054
O -8.451 3.91 19.708 0.014 -0.02 0.031
O -13.268 -9.505 24.117 -0.015 -0.028 0.014
O -4.298 -4.036 18.718 0.001 -0.004 0.028
O 10.735 4.937 16.2 0.008 0.005 0.021
O -11.909 -0.792 19.78 0.008 -0.013 0.038
O 12.293 18.813 22.476 0.019 -0.004 0.029
O -7.997 19.789 16.393 0.003 -0.013 0.016
O 7.258 22.771 19.808 0.003 0.013 0.02
O 4.015 5.999 15.472 0.006 0.017 0.03
O 10.654 -7.008 17.597 -0.004 -0.001 0.02
O -17.712 -19.919 22.87 -0.004 0.005 0.024
O 2.755 5.3 19.856 -0.015 0.006 0.035
O 4.253 11.279 14.66 0.019 0 0.04
O -0.614 10.233 23.458 -0.008 -0.013 0.034
O 5.307 4.635 19.514 0.003 -0.003 0.022
O -5.89 -1.455 21.761 -0.022 0.008 0.037
O 13.29 9.323 17.47 0.015 0.001 0.03
O 12.935 -2.082 17.299 -0.021 -0.008 0.038
O -0.456 12.439 13.389 -0.014 -0.011 0.009
O 7.642 24.502 21.792 0.009 -0.003 0.054
O 19.922 9.183 23.415 0.014 0.005 0.03
O 4.553 7.476 13.383 -0.007 -0.025 0.008
O -18.049 17.549 23.011 0.01 0.007 0.007
O 1.129 14.888 17.993 0.009 -0.021 0.034
O 8.255 16.105 22.473 -0.001 0.002 0.017
O 13.825 -8.18 19.805 -0.013 -0.01 0.032
O -4.397 -22.812 15.291 0.004 -0.021 0.038
O 15.393 31.214 16.428 0.004 -0.003 0.022
O 44.891 9.004 22.723 0.003 -0.013 0.03
O -3.121 23.044 21.804 -0.004 0.004 0.047
O 20.21 34.629 15.397 -0.001 0.012 0.033
O -8.784 -1.688 14.904 0.001 -0.014 0.014
O 11.171 4.863 22.288 -0.011 0.015 0.039
O -6.237 2.991 20.984 0.006 0 0.024
O -2.199 12.791 15.371 0.002 0.006 0.018
O 8.825 17.747 19.519 -0.006 0.01 0.031
O -8.079 0.881 17.085 -0.019 -0.013 0.056
O 9.637 -9.431 17.598 -0.005 0.007 0.021
O -8.241 -1.042 18.858 -0.005 0.011 0.021
O -10.004 25.219 19.517 0 0.004 0.024
O -1.213 17.928 14.943 0.017 -0.002 0.033
O 18.87 10.617 17.461 0.008 0.016 0.028
O 28.073 -2.317 13.431 0.001 0 0.014
O 11.808 7.405 16.226 -0.003 0.011 0.021
O 33.802 2.88 14.996 -0.003 -0.016 0.034
O -3.078 -17.332 15.044 0.007 -0.014 0.039
O -5.758 2.286 16.651 0 0.008 0.012
O -12.147 18.106 20.425 -0.014 -0.005 0.051
O 3.64 -7.846 16.316 -0.013 0.001 0.023
O 3.569 3.771 17.671 0 0.008 0.026
O -7.088 22.818 23.011 0.015 -0.01 0.012
O -3.958 6.007 19.263 0.001 0.012 0.03
O -0.912 7.882 17.854 -0.007 0.008 0.017
O 14.243 -10.061 13.56 0.002 0.01 0.01
O 6.342 0.883 19.062 -0.013 -0.003 0.017
O 10.126 -6.1 21.725 -0.009 0.016 0.041
O 8.163 8.995 16.89 0.022 -0.002 0.04
O 12.207 31.079 19.787 -0.004 0.001 0.046
O 25.81 39.529 15.025 0.03 -0.008 0.05
O 15.303 10.21 19.048 0.007 0.017 0.025
O 17.301 21.732 21.852 -0.019 -0.026 0.057
O -17.387 10.374 14.887 -0.005 0.005 0.012
O -8.31 13.293 17.138 0.008 0.008 0.043
O 12.413 3.737 17.77 0.016 0.01 0.042
O 14.616 5.463 16.1 0.001 -0.007 0.036
O 2.164 0.399 21.359 0.013 0.004 0.017
O 4.161 6.413 17.975 -0.005 -0.018 0.033
O 15.67 7.721 15.128 -0.003 -0.004 0.022
O 0.22 5.307 14.369 -0.018 0.011 0.027
O 10.949 -16.263 14.161 0 -0.007 0.007
O 22.846 11.176 20.746 0.018 0.02 0.023
O 0.469 0.841 16.756 0.004 -0.016 0.015
O 5.872 -6.169 16.473 -0.004 0.011 0.018
O -5.041 -8.327 20.54 -0.001 0.011 0.026
O 20.413 33.842 17.872 0.004 -0.02 0.047
O 16.451 28.917 18.902 0 -0.002 0.023
O 6.866 5.163 17.507 0.001 0.008 0.064
O 2.714 -3.444 18.805 -0.007 0.008 0.027
O 5.504 10.933 24.145 0.019 0.01 0.019
O 0.6 -9.437 19.826 0.011 -0.007 0.037
O -11.51 6.939 22.401 0.004 -0.012 0.043
O 5.566 16.372 14.36 -0.008 -0.001 0.009
O -6.035 14.103 18.096 0.002 -0.001 0.022
O 22.894 -4.016 15.208 0 0.001 0.027
O -7.134 -20.169 14.933 -0.015 0.012 0.025
O -10.494 2.891 16.741 -0.015 -0.002 0.015
O 4.493 27.239 19.155 0.013 -0.012 0.033
O 0.533 14.754 13.124 0.017 -0.004 0.017
O 6.014 7.547 16.32 -0.012 -0.004 0.016
O 11.254 -4.731 23.741 -0.009 -0.004 0.013
O 1.558 -1.096 15.475 -0.011 0.003 0.018
O 3.836 29.993 21.815 -0.023 0.016 0.035
O 15.808 19.568 16.96 -0.008 0.011 0.025
O 14.592 4.734 18.702 -0.014 0 0.029
O 8.401 12.84 19.679 -0.014 -0.01 0.048
O -3.694 20.045 20.336 -0.02 -0.009 0.046
O 16.779 22.012 17.53 0.007 0.014 0.026
O 17.599 -1.99 20.491 0.01 0.015 0.053
O -23.764 1.625 14.699 -0.01 0.006 0.039
O 6.172 13.813 20.656 -0.007 0.002 0.024
O 8.843 -7.775 19.44 -0.01 -0.004 0.039
O -14.679 8.111 17.814 -0.01 -0.008 0.018
O -3.279 14.661 22.386 0.004 -0.005 0.026
O 17.624 9.428 15.53 0.022 0.001 0.035
O 4.493 9.325 21.154 -0.009 -0.014 0.028
O -0.066 -0.618 22.245 0.001 0.014 0.025
O 35.189 -8.777 21.409 0.011 0.004 0.026
O 11.82 -3.65 21.29 -0.006 0.01 0.024
O -3.842 3.356 15.168 -0.026 0.008 0.057
O 14.4 8.059 23.803 0.003 -0.003 0.015
O 4.538 12.348 17.011 -0.012 0.004 0.032
O -13.702 13.373 14.061 -0.003 0.021 0.017
O 40.27 2.23 21.704 -0.008 -0.01 0.04
H 2.231 0.511 31.169 -0.422 0.269 -0.131
H 0.607 2.174 31.169 0.196 -0.137 -0.334
H 4.866 3.257 31.139 -0.236 0.31 -0.24
H 3.219 4.897 31.139 0.186 -0.372 -0.212
H 0.522 7.656 31.092 0.339 -0.39 -0.192
H 2.141 5.989 31.092 -0.193 0.292 -0.305
H 4.868 8.739 31.127 -0.142 0.286 -0.32
H 3.221 10.379 31.127 0.351 -0.438 -0.183
H 0.578 13.058 31.053 0.212 -0.322 -0.292
H 2.203 11.397 31.053 -0.368 0.383 -0.276
H 4.949 14.177 31.061 -0.29 0.392 -0.244
H 3.287 15.802 31.061 0.369 -0.203 -0.311
H 7.58 0.522 31.127 -0.332 0.23 -0.263
H 5.941 2.17 31.127 0.127 -0.417 -0.25
H 10.337 3.295 31.125 -0.228 0.235 -0.274
H 8.692 4.937 31.125 0.444 -0.176 -0.228
H 7.624 5.997 31.183 -0.306 0.313 -0.207
H 5.975 7.635 31.183 0.265 -0.219 -0.226
H 10.387 8.713 31.077 -0.207 0.341 -0.245
H 8.726 10.339 31.077 0.302 -0.121 -0.224
H 5.984 13.133 31.054 0.444 -0.288 -0.208
H 7.601 11.463 31.054 -0.172 0.197 -0.3
H 10.297 14.129 31.137 -0.326 0.074 -0.199
H 8.656 15.775 31.137 0.161 -0.424 -0.236
H 11.45 2.197 31.226 0.276 -0.213 -0.205
H 13.103 0.563 31.226 -0.134 0.342 -0.172
H 15.809 3.311 31.208 -0.14 0.224 -0.286
H 14.162 4.951 31.208 0.353 -0.345 -0.163
H 11.469 7.638 31.059 0.36 -0.164 -0.259
H 13.12 6.001 31.059 -0.323 0.316 -0.314
H 15.824 8.692 31.007 -0.378 0.32 -0.275
H 14.147 10.301 31.007 0.341 -0.223 -0.306
H 11.434 12.991 31.063 0.232 -0.11 -0.316
H 13.071 11.342 31.063 -0.532 0.152 -0.138
H 15.849 14.131 31.098 -0.229 0.426 -0.141
H 14.209 15.778 31.098 0.127 -0.272 -0.327
H 0.861 1.911 6.058 -0.089 0.38 0.279
H -0.778 3.56 6.058 0.205 -0.224 0.264
H 3.602 -0.833 6.01 -0.396 0.319 0.27
H 1.947 0.799 6.01 0.26 -0.217 0.209
H 0.805 7.367 5.982 -0.292 0.237 0.285
H -0.835 9.014 5.982 0.438 -0.307 0.277
H 1.868 6.272 6 0.173 -0.371 0.295
H 3.502 4.619 6 -0.328 0.216 0.241
H -0.772 14.42 5.956 0.367 -0.219 0.202
H 0.862 12.767 5.956 -0.309 0.409 0.22
H 3.522 10.085 6.044 -0.303 0.25 0.272
H 1.878 11.728 6.044 0.293 -0.429 0.275
H 4.594 3.532 6.017 0.262 -0.253 0.282
H 6.227 1.878 6.017 -0.321 0.287 0.222
H 8.934 -0.839 6.023 -0.189 0.234 0.297
H 7.293 0.807 6.023 0.229 -0.377 0.238
H 6.24 7.375 6.013 -0.244 0.256 0.228
H 4.594 9.016 6.013 0.241 -0.351 0.232
H 8.997 4.638 6.038 -0.395 0.274 0.22
H 7.347 6.275 6.038 0.26 -0.222 0.254
H 4.646 14.479 5.979 0.407 -0.322 0.231
H 6.281 12.827 5.979 -0.173 0.327 0.312
H 7.347 11.727 5.913 0.251 -0.3 0.247
H 8.992 10.084 5.913 -0.293 0.166 0.24
H 11.699 1.957 6.029 -0.149 0.183 0.278
H 10.046 3.591 6.029 0.294 -0.407 0.19
H 14.492 -0.84 6.017 -0.293 0.305 0.266
H 12.858 0.812 6.017 0.264 -0.109 0.225
H 11.766 7.344 5.971 -0.454 0.339 0.183
H 10.117 8.982 5.971 0.27 -0.113 0.338
H 14.425 4.684 6.053 -0.201 0.188 0.28
H 12.786 6.333 6.053 0.502 -0.286 0.24
H 11.689 12.734 5.923 -0.279 0.228 0.272
H 10.047 14.378 5.923 0.213 -0.268 0.188
H 14.452 10.016 5.931 -0.432 0.324 0.228
H 12.783 11.632 5.931 0.096 -0.396 0.251

Results
free energy: -231029.874 eV
free energy less fixed offsets of H -15.71, O -570.45, Si -639.56 eV per atom: 0.806 eV

The program warned: the cutoff lies below the one the program advises for these potential files; the forces do not sum to zero within the program's tolerance; empty levels may hold ghost states of the PAW files; the exchange-correlation potential is rough where the density is thin.
